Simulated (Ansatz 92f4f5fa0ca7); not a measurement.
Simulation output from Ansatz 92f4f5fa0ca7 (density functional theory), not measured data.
Periodic cell of 237 atoms, Si145O90As2, from a study of silicon, its oxide and their interface. The atomic structure is a simulated model.
Doubt: the cutoff is far below the 930 eV that the study's wrapper takes by default for these files, so forces and energies are approximate.
This geometry differs little from another in the collection (a relaxation step or a small displacement).

Settings: functional PBE; potential files Ansatz PAW; basis plane waves; wave-function cutoff 580 eV; density cutoff ratio 5; exchange-correlation grid ratio 1; k mesh 1 x 1 x 1, Gamma-centred; self-consistency stop 5e-08 eV per atom in the density residual; occupations fixed; spin none; net charge 0.

Cell vectors (angstrom)
a 11.6015 0 0
b 0 10.938 0
c 0 0 32.0622

Atoms and the computed forces on them: element, x, y, z (angstrom), force x, y, z (eV/angstrom)
Si -0.2583 -0.0997 23.2409 0.0124 -0.0063 0.0099
As 3.5393 0.0686 22.6065 0.0272 -0.0367 0.0588
Si 7.3962 -0.1261 23.3826 -0.0248 -0.0117 -0.0144
Si 1.629 1.3596 23.2971 -0.0213 0.0315 0.0144
Si 5.5655 1.4141 23.1849 -0.0123 0.0268 -0.0039
Si 9.3545 1.1898 23.3028 0.0074 0.0177 -0.0117
Si 0.1093 5.4062 23.425 -0.0132 0.014 -0.0142
Si 4.0389 5.2953 23.377 -0.0051 -0.0077 0.0012
Si 7.9451 5.5878 23.5837 0.0112 -0.01 -0.0009
Si 2.1353 6.6664 23.3413 0.0279 -0.0048 -0.001
Si 5.8817 6.768 23.4611 -0.018 0.0008 0.0062
Si 9.89 6.8745 23.647 -0.0013 0.0204 -0.0114
Si 1.8857 2.6018 25.314 -0.0087 -0.002 0.0064
Si 5.7445 2.6372 25.2531 -0.0018 -0.0073 -0.0016
Si 9.5939 2.6622 25.2102 0.0083 -0.0002 -0.0023
Si 11.5794 3.9837 25.3038 -0.0059 -0.0061 0.001
Si 3.8299 3.9759 25.3138 0.0128 0.0124 0.007
Si 7.6853 4.0397 25.34 -0.0157 -0.0057 -0.0018
Si 1.9834 8.1609 25.2398 -0.0078 0.0279 -0.0083
Si 5.7751 8.126 25.41 0.0371 0.0151 -0.014
Si 9.6945 8.2811 25.4627 -0.0023 -0.0071 -0.0062
Si 11.6348 9.5719 25.2592 0.0116 -0.006 0.0038
As 3.9025 9.6609 25.2397 -0.0466 -0.0671 -0.0431
Si 7.6622 9.533 25.3617 0.0005 -0.0107 0.0036
Si 11.6221 -0.0102 27.2047 -0.0029 0.0015 -0.0004
Si 3.879 -0.0657 27.3046 0.0092 0.0435 -0.003
Si 7.732 -0.0132 27.2551 -0.0038 -0.0016 0.0019
Si 1.9564 1.3089 27.2692 -0.0065 0.0046 0.0049
Si 5.7954 1.3197 27.2206 0.0027 0.0029 0.0122
Si 9.6715 1.336 27.1823 -0.0015 0.0011 0.0045
Si 11.5666 5.4325 27.1957 0.0025 -0.0028 0.0026
Si 3.8143 5.4066 27.2181 -0.0113 -0.0113 0.0041
Si 7.7041 5.4257 27.2586 0.0042 -0.0018 0.0023
Si 1.9065 6.8046 27.1902 0.0105 0.0052 -0.0035
Si 5.7502 6.7524 27.294 -0.0064 0 0.0011
Si 9.6376 6.7958 27.2849 -0.0033 0.0027 -0.0094
Si 1.9297 2.723 29.1684 0.0023 -0.0037 0.0036
Si 5.7887 2.7148 29.1485 -0.0039 -0.0065 -0.0012
Si 9.6739 2.7135 29.1361 -0.0016 0.0003 -0.0013
Si -0.0012 4.0954 29.1545 0.0042 -0.001 -0.0022
Si 3.8547 4.0817 29.1725 0.0023 -0.0025 -0.003
Si 7.7301 4.07 29.1827 -0.0039 -0.0009 -0.0015
Si 1.9097 8.1734 29.1416 -0.0055 -0.0059 0.0016
Si 5.7914 8.1799 29.1765 0.0058 -0.0071 0.005
Si 9.6603 8.1961 29.1837 0.001 -0.005 0.0023
Si -0.0102 9.5624 29.1482 0.0026 0.0048 -0.0001
Si 3.8534 9.5193 29.206 -0.0036 -0.0051 0.0133
Si 7.7249 9.5513 29.1758 -0.0008 0.0065 -0.0085
Si 0 0 31.0965 0.0147 -0.0159 -0.0796
Si 3.8672 0 31.0965 -0.0234 0.0071 0.1286
Si 7.7343 0 31.0965 -0.033 0.022 0.0492
Si 1.9336 1.3673 31.0965 -0.0433 -0.0898 0.0349
Si 5.8008 1.3673 31.0965 0.0061 -0.0348 -0.1033
Si 9.6679 1.3673 31.0965 0.0216 -0.0967 -0.1043
Si 0 5.469 31.0965 0.015 -0.0396 -0.0575
Si 3.8672 5.469 31.0965 0.0158 0.0341 -0.0142
Si 7.7343 5.469 31.0965 -0.0059 -0.0283 0.0429
Si 1.9336 6.8362 31.0965 -0.0512 -0.0832 -0.0699
Si 5.8008 6.8362 31.0965 0.013 -0.1282 0.1422
Si 9.6679 6.8362 31.0965 0.0321 -0.1343 0.1728
Si 1.9336 2.7345 0.9679 0.0391 0.0751 0.0447
Si 5.8008 2.7345 0.9679 -0.0308 0.0548 -0.2104
Si 9.6679 2.7345 0.9679 0.0164 0.0684 0.0182
Si 0 4.1018 0.9679 -0.108 0.0033 -0.1397
Si 3.8672 4.1018 0.9679 0.025 0.0251 0.0327
Si 7.7343 4.1018 0.9679 0.0794 0.0656 0.0866
Si 1.9336 8.2035 0.9679 0.0224 0.0485 -0.0832
Si 5.8008 8.2035 0.9679 0.0195 0.0835 -0.0838
Si 9.6679 8.2035 0.9679 -0.0376 0.0908 0.0925
Si 0 9.5708 0.9679 -0.0122 0.0395 0.0275
Si 3.8672 9.5708 0.9679 -0.0198 0.0613 0.0999
Si 7.7343 9.5708 0.9679 0.0658 -0.0514 -0.0129
Si 11.6215 0.0295 2.8947 -0.0001 -0.0007 -0.0001
Si 3.8695 0.0091 2.9131 0.0006 -0.0005 -0.0023
Si 7.7597 0.0121 2.888 -0.0005 -0.0002 0.0001
Si 1.9502 1.3903 2.9103 0.0009 0.0008 -0.0003
Si 5.8278 1.3448 2.8522 0.0006 0.0018 -0.0005
Si 9.6741 1.3803 2.9126 0.0001 0.0005 0.0001
Si 11.5787 5.5035 2.8638 0.0002 0.0001 0.0017
Si 3.8931 5.4868 2.8998 0.0005 -0.0002 0.0004
Si 7.7556 5.5022 2.8962 0 -0.0003 0.0009
Si 1.9303 6.8125 2.8711 0.001 -0.0004 -0.002
Si 5.8267 6.8472 2.886 -0.0006 0.0007 -0.0026
Si 9.6717 6.8977 2.9436 0.0001 0.002 -0.002
Si 1.9372 2.8299 4.8003 0.0004 -0.0001 0.0003
Si 5.8656 2.715 4.7466 0.0008 -0.0005 0.001
Si 9.623 2.7882 4.8284 0.0003 0.0001 -0.0007
Si 11.5638 4.1262 4.7614 0.0007 0.0005 0.0002
Si 3.9469 4.0847 4.8034 0.0011 0.0014 0
Si 7.7449 4.1996 4.8621 -0.0006 0.0006 -0.0003
Si 1.9077 8.1565 4.7971 -0.0007 0.0003 0.0009
Si 5.831 8.262 4.7748 -0.0001 0.0002 0.0004
Si 9.6843 8.3274 4.8793 0.0001 -0.0009 0.0019
Si 11.6529 9.6595 4.8584 -0.0008 0.0015 -0.0006
Si 3.8396 9.4854 4.7853 -0.001 0.0008 -0.0021
Si 7.7451 9.6792 4.8759 0 0.0015 -0.0007
Si 11.6371 0.2336 6.7456 0.0033 -0.0012 0
Si 3.7809 -0.0548 6.6471 0.0011 -0.002 0.0026
Si 7.7485 0.0571 6.902 0.001 -0.0021 0.0012
Si 2.082 1.5102 6.7361 -0.0038 0.001 0.0019
Si 5.7433 1.2701 6.6237 0.0012 0.0016 0.0003
Si 9.6848 1.519 6.8314 0.0005 0.0011 0.001
Si 11.5624 5.5046 6.6623 -0.0007 0.0025 0.0013
Si 4.0193 5.429 6.7553 -0.0019 -0.0003 -0.0003
Si 7.7828 5.6807 6.7888 0.0027 -0.0001 -0.0027
Si 2.0146 6.6376 6.6268 0.0016 -0.0012 -0.0014
Si 5.8489 6.9736 6.7253 0.0002 -0.0014 0.0016
Si 9.7961 7.0459 6.8736 -0.0005 -0.0008 -0.0009
O 10.0485 7.9696 8.2652 0.0001 0.0009 0.0006
O 7.7058 9.9211 8.1997 0.0001 0.0011 -0.0007
O 7.4727 4.7416 8.1272 -0.0005 -0.002 -0.0002
O 3.3785 10.3408 8.1903 0.0008 0.0011 -0.0011
O 2.1087 7.5034 8.0259 0.0014 0.0009 0.0002
O 4.033 4.5947 8.2175 0.0009 -0.0003 0.0004
O 9.844 2.4452 8.2187 -0.0001 -0.0013 -0.0018
O 2.643 2.347 8.0997 -0.0003 -0.001 -0.0022
O 11.4255 4.5859 8.0339 0.0008 -0.0002 -0.0003
O 5.3898 2.3683 7.8133 0.0011 -0.0017 -0.0015
O 5.8559 7.9673 8.0712 0 -0.0004 -0.0006
O 11.4094 10.2856 8.1131 -0.0014 0.0013 -0.0006
O 11.2463 9.9924 21.7888 -0.011 -0.0302 -0.012
O 3.1904 11.4937 20.7737 0.0566 -0.0584 -0.0232
O 5.7016 7.7324 22.1241 0.0079 0.0255 -0.0209
O 4.1071 4.4175 21.9442 -0.0059 0.0023 -0.0036
O 7.4174 9.7758 22.064 -0.0071 -0.0021 -0.0064
O 9.9737 7.7272 22.2279 0.0172 0.0236 -0.0137
O 1.3993 2.5119 22.1471 0.0056 -0.0043 -0.0041
O 5.8914 2.4661 21.9174 0.0071 0.0063 -0.0005
O 8.401 4.7537 22.214 -0.0002 0.0035 0.0071
O -0.1215 4.636 21.9534 -0.0103 0.0082 0.0099
O 2.3636 7.4649 21.9057 -0.0189 0.0227 -0.0618
O 9.1439 1.881 21.8097 0.0026 -0.0008 -0.0045
Si 1.9762 7.76 9.6018 -0.0006 -0.0001 0.001
Si 5.0931 0.6094 17.4461 0.012 0.0078 0.0012
Si 2.5277 5.402 13.9796 0.0008 0.0001 -0.0035
Si 10.5879 3.8726 14.0035 -0.0002 0.0001 -0.0026
Si 8.283 2.3707 15.1657 0.0014 0.0011 0
Si 9.4843 2.3187 20.2824 0.0027 0.008 0.0062
Si 10.5691 3.6619 9.0548 0.0011 0.0017 0.0005
Si 0.1249 2.3572 11.5299 0.0002 -0.002 -0.0006
Si 11.0847 8.1397 15.3809 0.001 0.0002 0.0001
Si 5.2009 6.9374 13.9737 -0.0003 0.0008 -0.0028
Si 5.8112 2.6342 11.0615 -0.0016 -0.0016 -0.0012
Si 8.4379 7.7099 19.3539 -0.0068 -0.0074 -0.0042
Si 8.0044 4.8958 20.6429 0.0014 -0.0028 -0.0019
Si 6.033 9.6188 15.0287 0.0024 0.0007 -0.0025
Si 1.9565 7.6957 20.3397 -0.0129 0.1071 -0.0304
Si 1.9676 4.9675 18.7955 0 -0.0123 0.0017
Si 4.5235 3.4574 18.007 0.0028 0.0047 0.0052
Si 8.54 8.9505 16.7748 0.0022 0.0043 0.0013
Si 0.8865 9.5134 13.2809 0.001 0.0009 -0.0028
Si 10.0076 10.6858 11.655 0.0003 0.0003 -0.0016
Si 5.275 3.7094 21.0306 0.0074 -0.0138 -0.0024
Si 0.6325 5.4692 16.2306 0.0008 -0.0001 0.0008
Si 10.8525 9.1366 9.1066 0.0007 -0.0012 0.0004
Si 6.338 8.9036 21.1879 -0.0103 0.0097 0.0018
Si 7.1467 7.1126 11.4645 0.0019 0.0005 -0.0001
Si 2.7419 0.7543 12.1925 0.0003 0.0004 -0.0017
Si 10.6996 8.6148 21.0735 0.0345 -0.0329 0.0066
Si 6.0558 4.3348 15.6127 0.0007 -0.0007 0.0011
Si 7.1433 0.4853 12.8552 0.0006 0.0005 -0.0032
Si 4.086 2.9912 8.5729 0.0005 0.0009 0.0005
Si 0.9167 6.7767 11.8974 0.001 -0.0001 -0.0026
Si 6.6039 9.0469 9.0521 -0.0005 0.0012 0.0001
Si 0.5873 3.4287 21.0943 -0.0085 0.004 -0.0258
Si 9.8335 6.5538 12.8751 0.0006 -0.0006 -0.0019
Si 7.7795 4.553 9.7123 0.0002 0.0024 -0.0013
Si 3.7808 10.2529 19.8816 -0.0316 -0.0689 0.0116
Si 4.321 3.0555 13.467 -0.0002 0.0006 -0.0014
Si 3.8882 10.008 9.7112 0 -0.001 -0.0005
Si 8.0757 0.815 17.9453 -0.0027 -0.0061 0.0001
O 11.5662 3.2624 12.864 0.001 -0.0003 0.001
O 9.4016 4.4817 9.8644 -0.0011 0 -0.0008
O 8.6288 3.6316 19.8555 0.0034 -0.0062 0.0004
O 4.1298 -0.3388 18.3355 -0.0251 -0.0035 0.0394
O 11.3179 4.4883 15.319 0.0019 0.0014 0.0015
O 9.9333 9.8065 10.2748 0.0007 0.0001 0.0006
O 3.8568 1.5353 13.0993 -0.0012 0.0008 -0.0001
O 0.692 9.0901 14.8427 -0.0001 -0.0003 0.0006
O 6.4811 1.023 18.233 0.0014 -0.0082 -0.0057
O 4.7971 3.1502 19.5883 0.0013 0.0044 -0.0039
O 6.3106 1.183 11.6331 0.0006 0.0004 0.0005
O 0.5994 8.6031 9.8393 0.0005 0.0006 -0.0013
O 5.6931 4.3039 17.2131 0.0007 0.0025 -0.0038
O 8.4667 7.228 12.3811 0.0016 -0.001 0.0012
O 4.4395 2.673 10.1397 0.001 0.0007 -0.0001
O 2.1241 5.496 15.5514 0.001 -0.0007 0.0018
O 3.4163 0.0621 10.8907 0.0002 0.0016 0.0014
O 5.9036 7.1714 12.5132 -0.0002 0.0007 0.0011
O 2.3294 6.4523 19.3592 -0.0109 0.0526 0.0236
O 0.7011 4.9492 17.7679 -0.0017 0.0017 0.0001
O 8.5132 10.7614 12.2794 -0.0007 0.0005 0.0005
O 5.5053 10.0876 9.6415 0.0008 -0.0004 -0.0001
O 0.3414 7.895 20.313 0.0901 -0.0226 0.0485
O 9.748 2.597 14.5337 -0.0013 -0.0009 0.0019
O 2.0527 10.6301 13.2091 0.001 0.0006 0.0006
O 10.0327 9.0804 16.1637 -0.0043 0.0008 0.0011
O 6.2437 10.2497 13.5378 -0.0007 -0.0004 0.0032
O 7.4265 1.5497 14.0566 0.0008 0.0007 0
O 1.6698 4.0119 20.059 0.0053 0.0105 -0.0144
O 5.9397 5.8099 14.9162 0.0006 -0.0009 0.0019
O 7.4515 9.011 15.5747 -0.0007 0.0025 0.001
O 1.6056 1.7249 11.5835 0.0004 0.0004 0.0001
O 7.2152 8.3082 10.3603 0.0004 -0.0003 -0.0003
O 4.2973 2.0229 17.2458 -0.0002 -0.0082 0.0029
O 7.0868 3.1801 10.2212 0.0004 -0.0007 -0.0005
O 11.6532 6.9833 16.3587 0.0011 -0.0018 -0.0006
O 8.2986 10.1699 17.7901 -0.0003 0.01 -0.0053
O 3.3219 8.5279 10.0909 0.0005 -0.0001 0
O 7.5886 3.8181 15.4434 -0.0001 -0.0002 -0.0025
O 3.2076 4.3867 17.9403 -0.0018 0.0046 -0.001
O 2.9542 3.9148 13.5138 0.0014 0.0001 -0.0018
O 1.399 8.2379 12.4238 -0.0002 0.0008 -0.0008
O 1.2102 5.7314 13.0956 0.0012 0.0001 0.0006
O 5.0619 8.329 14.8171 -0.0001 0.0022 0.0008
O 11.0882 2.597 20.225 -0.0053 0.0045 0.0045
O 11.0455 10.0217 12.7158 0.0004 0.0001 0.0006
O 5.4022 3.5704 12.3431 0.0006 -0.0001 0.0002
O 5.0562 3.2502 14.899 -0.0003 0.0014 -0.0003
O 6.3731 4.8696 20.6482 -0.0031 0.01 0.0015
O 8.4735 1.5684 16.5624 -0.0052 -0.0006 0.002
O 10.5282 1.2623 11.3746 0.0006 0.0012 0.0001
O 10.9117 6.6732 11.6476 -0.0003 0.0006 0.0017
O 2.7569 8.9887 19.7919 -0.0527 -0.0202 0.0785
O 1.7717 6.4324 10.5427 0.0004 0.0003 0.0001
O 7.0004 8.2455 19.8716 -0.0077 0.0093 0.0057
O 8.425 7.6151 17.7187 -0.0005 0 0.0015
O 3.6926 6.4605 13.6383 -0.0022 0.0001 -0.0001
O 9.6175 5.001 13.3211 0.0005 -0.0005 0.0004
O 5.1811 9.867 20.632 -0.0482 -0.0317 -0.0174
O 10.3375 7.4221 14.1375 0.0007 0 -0.0011
O 8.6355 6.2093 19.9435 -0.0019 0.0044 -0.0036
O 7.1348 5.728 10.6177 -0.0014 -0.0019 -0.002
O 5.4217 10.7405 16.0546 0.0006 -0.0019 0.0017
O 9.0392 1.2135 19.1873 -0.0025 -0.0015 -0.0043
O 11.6656 3.2159 10.1552 -0.0008 0.0003 0.0011
O 9.5858 8.748 19.8932 0.02 0.0025 0.0126

Results
free energy: -153072.907 eV
free energy less fixed offsets of As -4856.12, O -568.88, Si -635.61 eV per atom: 1.983 eV

The program warned: the cutoff lies below the one the program advises for these potential files; the exchange-correlation potential is rough where the density is thin.
